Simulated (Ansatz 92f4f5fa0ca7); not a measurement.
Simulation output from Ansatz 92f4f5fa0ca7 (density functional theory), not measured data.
Periodic cell of 240 atoms, Si148O92, from a study of silicon, its oxide and their interface. The atomic structure is a simulated model.
Doubt: the cutoff is far below the 930 eV that the study's wrapper takes by default for these files, so forces and energies are approximate.

Settings: functional PBE; potential files Ansatz PAW; basis plane waves; wave-function cutoff 580 eV; density cutoff ratio 5; exchange-correlation grid ratio 1; k mesh 1 x 1 x 1, Gamma-centred; self-consistency stop 5e-08 eV per atom in the density residual; occupations fixed; spin none; net charge 0.

Cell vectors (angstrom)
a  11.6015  0  0
b  0  10.938  0
c  0  0  32.6639

Atoms and the computed forces on them: element, x, y, z (angstrom), force x, y, z (eV/angstrom)
Si  0.2095  -0.1338  23.9484  -0.0035  -0.0062  -0.0044
Si  4.1302  0.4466  23.8977  0.0104  -0.0242  -0.0238
Si  7.9702  0.2523  23.7927  0.0023  -0.0061  -0.008
Si  1.9634  1.4436  23.8542  -0.0085  0.009  -0.0138
Si  6.1078  1.7889  23.8774  -0.0061  0.0096  -0.0042
Si  10.0168  1.4045  23.9616  -0.0029  0.0101  -0.0087
Si  0.0613  5.4569  24.2842  0.0035  -0.0071  0.0004
Si  3.9305  5.5724  23.9102  0.0022  -0.0073  -0.0088
Si  7.8595  5.8493  24.0615  0.0033  -0.0078  -0.01
Si  1.9255  6.843  24.0396  0.0019  0.0058  -0.0063
Si  5.7769  7.0237  24.0883  -0.002  0.007  0.0025
Si  9.9122  6.9913  24.0342  -0.005  0.0007  -0.0096
Si  2.0197  2.71  25.8934  -0.0022  0.0041  0.008
Si  5.9473  2.9172  25.9256  0.0007  0.004  0.004
Si  9.7318  2.7725  25.9141  0.0019  0.0076  0.0027
Si  0.0855  4.0392  26.0904  -0.0012  -0.0026  0.0007
Si  3.9178  4.1441  25.8324  0.006  -0.0078  0.003
Si  7.8637  4.2954  25.9187  -0.0001  -0.0034  0.005
Si  2.101  8.2932  25.904  -0.0035  0.005  0.0072
Si  5.8834  8.4078  25.958  0.0003  0.0027  0.001
Si  9.7624  8.3505  25.9266  0.0012  0.0065  0.0037
Si  0.1451  9.5894  25.951  0.0066  -0.0012  0.0055
Si  3.9687  9.81  25.828  0.0017  -0.0045  0.002
Si  7.8447  9.7518  25.7872  0.0012  -0.0059  0.0052
Si  0.0608  0.0491  27.8451  -0.0004  0.0019  -0.0079
Si  3.9359  0.0603  27.8519  -0.0018  0  -0.0071
Si  7.7765  0.0383  27.8182  -0.0021  0.0014  -0.0051
Si  2.001  1.3825  27.8448  0.0003  -0.0004  -0.0058
Si  5.8669  1.4322  27.8038  0.0004  -0.0016  -0.0032
Si  9.7022  1.3832  27.8298  0.0009  -0.0016  -0.0049
Si  0.0752  5.5378  27.8842  -0.0002  0.0031  -0.0045
Si  3.9387  5.489  27.8054  0.0001  0.0011  -0.0063
Si  7.8085  5.5523  27.8837  0.0019  0.0017  -0.0074
Si  2.0353  6.8753  27.8205  -0.0005  0.0018  -0.0065
Si  5.8588  6.9002  27.816  -0.0016  -0.0034  -0.0047
Si  9.7342  6.8965  27.8199  -0.004  -0.0012  -0.0033
Si  1.9336  2.7345  29.7646  0.0356  0.1698  -0.011
Si  5.8008  2.7345  29.7646  0.0517  0.1495  0.0075
Si  9.6679  2.7345  29.7646  0.0331  0.1081  -0.0687
Si  0  4.1018  29.7646  0.0735  0.1901  0.2014
Si  3.8672  4.1018  29.7646  0.1127  0.0795  -0.1494
Si  7.7343  4.1018  29.7646  0.0188  0.1286  0.0915
Si  1.9336  8.2035  29.7646  0.0922  0.1094  -0.0111
Si  5.8008  8.2035  29.7646  -0.0024  0.0961  0.1682
Si  9.6679  8.2035  29.7646  0.0989  0.1917  0.0595
Si  0  9.5708  29.7646  0.0089  0.0779  -0.0373
Si  3.8672  9.5708  29.7646  0.1172  0.0653  -0.0423
Si  7.7343  9.5708  29.7646  -0.0116  0.063  -0.214
Si  0  0  31.6982  0.0227  0.06  -0.0361
Si  3.8672  0  31.6982  0.0058  0.0783  -0.0204
Si  7.7343  0  31.6982  -0.0144  0.0342  -0.0758
Si  1.9336  1.3673  31.6982  -0.0047  -0.0198  0.029
Si  5.8008  1.3673  31.6982  0.0076  -0.0758  0.0239
Si  9.6679  1.3673  31.6982  -0.0045  -0.0351  0.0393
Si  0  5.469  31.6982  0.0035  -0.0456  0.0013
Si  3.8672  5.469  31.6982  0.0001  0.113  -0.0053
Si  7.7343  5.469  31.6982  0.0015  0.0296  0.0057
Si  1.9336  6.8362  31.6982  -0.0021  -0.0362  0.0093
Si  5.8008  6.8362  31.6982  0.0096  -0.0583  0.0277
Si  9.6679  6.8362  31.6982  -0.01  -0.0365  0.0183
Si  1.9336  2.7345  0.9679  0.0051  -0.0921  -0.0074
Si  5.8008  2.7345  0.9679  -0.1199  -0.0343  0.0221
Si  9.6679  2.7345  0.9679  -0.0003  -0.0581  0.0025
Si  0  4.1018  0.9679  -0.0797  -0.0877  -0.0905
Si  3.8672  4.1018  0.9679  -0.023  -0.1344  0.0116
Si  7.7343  4.1018  0.9679  -0.0888  -0.1175  0.0956
Si  1.9336  8.2035  0.9679  -0.0222  -0.1345  0.0653
Si  5.8008  8.2035  0.9679  -0.1015  -0.1747  0.1647
Si  9.6679  8.2035  0.9679  -0.0616  -0.1582  -0.0308
Si  0  9.5708  0.9679  -0.0964  -0.1513  0.0706
Si  3.8672  9.5708  0.9679  0.0105  -0.1693  0.048
Si  7.7343  9.5708  0.9679  -0.0126  -0.1737  -0.1904
Si  -0.0482  -0.0386  2.9172  -0.0006  -0.0001  0.0058
Si  3.821  -0.069  2.9355  0.0012  0.002  0.0044
Si  7.6674  0.0027  2.8543  0.0005  0.0008  0.0063
Si  1.8898  1.2864  2.8555  0.0002  -0.0008  0.0056
Si  5.7401  1.3273  2.889  -0.0007  0.0008  0.0064
Si  9.6159  1.3372  2.8913  -0.0004  -0.0016  0.0046
Si  -0.065  5.4247  2.903  0.0031  0.0018  0.0014
Si  3.8005  5.4003  2.9396  0.0011  0.0018  0.0021
Si  7.6566  5.4157  2.9315  0.0027  0.0014  0.0012
Si  1.8756  6.7728  2.8834  -0.0008  -0.0015  0.0051
Si  5.7257  6.7885  2.9196  -0.0001  -0.0005  0.0046
Si  9.5873  6.7778  2.8794  -0.0025  -0.003  0.0046
Si  1.8252  2.5333  4.8274  0.0007  0.0071  -0.0069
Si  5.7365  2.6121  4.8675  -0.003  0.0062  -0.0072
Si  9.571  2.6431  4.8552  -0.0007  0.0031  -0.0067
Si  -0.0514  3.9699  4.7772  -0.0008  -0.0025  -0.001
Si  3.7734  3.884  4.8081  -0.0002  -0.0067  0.0013
Si  7.6337  4.0631  4.904  0.0036  -0.007  -0.0035
Si  1.8448  8.0337  4.8678  0.0004  0.0056  -0.0029
Si  5.7085  8.0987  4.8936  0.0018  0.0041  -0.0039
Si  9.5369  8.2334  4.7282  -0.0018  0.0043  0.0004
Si  -0.0808  9.4444  4.8062  -0.0027  -0.0058  -0.0064
Si  3.7532  9.4607  4.8774  0.0003  -0.0016  -0.0063
Si  7.5815  9.5534  4.7406  -0.0015  -0.0049  -0.0036
Si  -0.2467  -0.3241  6.8416  0.0026  -0.0114  0.0052
Si  3.6505  -0.1425  6.8613  -0.0017  -0.0105  -0.0016
Si  7.4802  -0.1091  6.7117  0.0061  -0.0147  0.0011
Si  1.6185  1.0946  6.7438  -0.0006  0.0105  0.0099
Si  5.5604  1.2697  6.8489  -0.0027  0.0101  0.0032
Si  9.4801  1.1782  6.7731  -0.0026  0.0131  -0.0023
Si  -0.1632  5.3833  6.6508  -0.0015  -0.0106  0.0036
Si  3.8263  5.1476  6.7605  0.0012  -0.0096  -0.0002
Si  7.7204  5.4935  6.8568  0.0019  -0.0097  0.0017
Si  1.9317  6.5647  6.8019  -0.0039  0.0086  0.0021
Si  5.5985  6.6866  6.871  -0.0054  0.0076  0.0043
Si  9.6224  6.8539  6.5909  0.0001  0.0103  0.0013
O  7.3829  9.5434  7.8214  -0.0015  0.006  0.0026
O  3.9046  4.3506  8.2448  -0.0005  0.003  -0.0031
O  -0.2012  9.6243  8.2117  -0.0029  0.0027  -0.0058
O  9.8409  7.4824  8.1227  -0.0017  0.0005  -0.0033
O  5.5049  2.2405  8.2135  0.0026  -0.0015  -0.0028
O  1.2363  2.1197  8.0107  -0.0014  -0.0017  -0.0031
O  5.0085  7.536  8.2006  0.0036  -0.0018  -0.0008
O  2.2692  7.5449  8.1179  0.001  -0.0015  -0.0009
O  9.4717  2.1892  8.0918  0.0013  -0.0088  0.0002
O  3.671  9.8329  8.235  -0.0006  0.0046  -0.0008
O  8.1643  4.5316  8.1654  -0.0023  0.0037  -0.001
O  10.8968  4.464  7.9361  0.0012  0.0035  0.0009
O  1.5145  7.6541  22.6292  -0.0004  0.0005  -0.0008
O  6.2276  2.921  22.6332  0.0093  0.006  -0.0051
O  8.0359  4.914  22.7144  -0.0003  0.003  0.003
O  10.436  2.2961  22.6064  -0.0027  -0.0048  0
O  4.4267  10.4925  22.5435  0.0213  -0.0261  -0.0057
O  1.5236  2.4276  22.556  0.0048  -0.0076  0.0032
O  4.1112  4.8028  22.432  -0.0019  0.002  -0.0007
O  0.0395  4.6489  22.8365  -0.0016  0.0048  -0.0042
O  5.4845  8.0282  22.8022  -0.0239  0.03  -0.0232
O  0.179  9.9406  22.4998  0.0002  0.0063  0.0003
O  10.3809  7.7054  22.5794  -0.0022  0.0003  -0.0002
O  8.1253  10.286  22.3829  -0.0076  0.005  -0.0122
Si  3.7852  4.9652  20.8401  0.0024  0.0052  0.0085
Si  5.0539  5.6133  16.4474  -0.001  0.0038  -0.0039
Si  3.4056  8.7246  11.8599  -0.0027  -0.0029  -0.0029
Si  4.4606  3.0977  9.1382  -0.0009  -0.0005  0.0036
Si  0.1746  8.372  21.9982  0.0021  -0.0061  -0.0018
Si  1.3379  0.2674  11.8852  0.001  0.0026  -0.0024
Si  3.4022  1.6837  13.5776  -0.0026  -0.0004  0.0015
Si  3.6227  -2.6734  8.7165  -0.0021  -0.0022  0.0022
Si  4.9687  9.1779  21.7869  0.0264  0.0242  0.0035
Si  9.5583  3.7482  8.5558  0.0012  0.0062  0.0019
Si  20.5072  9.6912  18.246  -0.0039  -0.0018  -0.0013
Si  0.671  8.7589  16.1182  0.0025  0.0057  -0.0017
Si  -1.3055  12.2725  12.5684  -0.0026  -0.0014  0.0031
Si  15.489  18.6828  19.6053  0.0034  -0.0024  0.0008
Si  -14.8314  1.85  15.0498  0.0082  0.003  0.0068
Si  7.6284  10.2145  20.8258  -0.038  0.0037  -0.0217
Si  6.4691  -1.812  11.9798  0.002  -0.0036  -0.0008
Si  13.0387  2.5858  17.2701  -0.0028  -0.0038  0.0009
Si  10.4833  8.5987  9.1166  -0.0018  0.0039  0.003
Si  1.7982  17.9748  13.8158  -0.0011  -0.002  0.0021
Si  2.5719  15.2087  15.1102  0.0025  0.0016  -0.0008
Si  1.6008  13.0504  9.5951  -0.0017  -0.0009  -0.0023
Si  22.6486  6.9786  11.7284  -0.0002  0.0018  -0.0001
Si  7.9455  13.0824  19.6784  -0.0056  -0.0111  0.0022
Si  5.6337  2.8623  11.9482  -0.0024  0.0061  -0.0002
Si  1.0369  4.4893  19.661  -0.0004  -0.0011  0.0037
Si  11.1089  3.8411  11.0799  0.0008  0.005  -0.006
Si  11.7161  14.1308  22.1281  -0.0012  -0.0003  0.0013
Si  7.6634  9.6874  9.4176  0.0015  -0.0031  0.0011
Si  7.1873  10.4004  16.0732  -0.0047  -0.0052  -0.0015
Si  10.1204  12.2852  17.6585  -0.0147  0.0044  0.0184
Si  19.9359  7.0008  13.3116  0.0004  -0.0038  0.0036
Si  7.748  0.7923  11.2893  0.0001  0.0022  -0.0003
Si  4.7432  8.6868  16.9231  -0.0007  0.0013  -0.0055
Si  7.2328  3.9056  21.7624  0.0055  -0.012  -0.0065
Si  14.2855  10.9835  16.1497  -0.0016  -0.0014  0.0019
Si  5.8504  4.1844  19.2057  0  0.0019  -0.0017
Si  20.8969  8.4344  15.7448  -0.0021  -0.0004  0.0018
Si  0.8315  -3.4988  19.0274  -0.0036  0.0063  0.0016
Si  -4.6937  4.5163  14.108  -0.0006  0.003  -0.0006
O  -3.7843  -7.6109  14.7277  0.004  -0.0083  -0.0008
O  13.3511  3.5956  18.5029  -0.0036  -0.0005  -0.0031
O  9.7576  3.7467  10.1662  0.0021  -0.0007  -0.0018
O  12.0141  8.2014  17.6422  -0.0017  -0.0012  0.0018
O  17.7881  16.2564  15.3211  -0.0007  -0.0001  -0.0013
O  9.5351  7.2877  12.2543  0.0021  -0.0011  -0.0028
O  0.3357  5.8589  19.0586  -0.0018  0.0002  -0.0029
O  13.7056  1.4814  12.6372  0.0027  -0.0024  -0.0013
O  10.1875  10.6598  17.8991  0.0001  0.0261  -0.007
O  7.3354  11.6824  20.2098  0.0119  -0.037  0.0066
O  16.2263  18.1238  16.2948  -0.0007  0.0014  0.0005
O  10.8353  -2.2186  15.378  -0.0008  -0.0011  -0.0021
O  12.9688  3.5119  15.9183  -0.0031  -0.0013  0.0017
O  9.3588  11.8888  11.2986  0.0007  0.001  0.0016
O  4.3881  -7.1576  19.8616  -0.0012  -0.0014  -0.0044
O  13.814  9.8404  11.9872  0.001  -0.0005  -0.0004
O  -2.8083  -3.7772  14.8804  -0.0005  0.0004  -0.0043
O  3.7079  8.7673  20.8503  0.0139  0.0056  -0.0004
O  18.7016  13.1538  11.6797  0.0007  0  -0.0004
O  4.4223  6.3546  20.2507  -0.0031  0.0021  -0.0049
O  2.1741  4.9987  20.7079  -0.0035  -0.0014  -0.0065
O  8.7112  9.4439  19.8482  -0.0224  0.0208  0.0128
O  1.6865  7.8074  15.2555  -0.0004  0.0006  -0.0015
O  10.9084  2.8459  12.367  0  -0.0017  0.0012
O  11.2867  7.8651  10.3544  0.0003  -0.0011  0.0011
O  9.3563  12.9425  18.9226  0.009  -0.0221  -0.0359
O  7.8886  5.4514  13.2121  -0.0007  0.0026  -0.0029
O  18.8276  -0.3945  12.3002  0.0002  0.0011  -0.0006
O  6.7335  8.7492  10.3888  -0.0001  0.0014  0.0024
O  11.4759  11.1268  12.6209  -0.0027  0.0018  -0.0009
O  5.9015  9.4288  16.0538  0.0072  0.0051  -0.0013
O  7.3336  0.3209  9.7772  -0.0009  -0.0004  -0.0036
O  5.1554  3.556  10.5446  -0.0007  -0.0006  0.0015
O  -2.2842  1.8485  16.3546  -0.0062  -0.0021  0.0011
O  6.7738  2.8917  18.7841  0.0115  -0.0057  0.0048
O  7.0726  7.9697  12.9491  -0.0018  0.0037  -0.0036
O  0.2545  8.2243  20.3591  0.0025  -0.0031  -0.0079
O  7.5988  -0.4237  17.6617  0.0014  0.0015  -0.0017
O  9.2293  9.4095  9.7663  0.0032  -0.0019  -0.0035
O  1.1323  11.6551  10.32  0.0011  0.0003  0.0035
O  14.1574  12.3255  17.0957  -0.0057  0.0037  -0.0014
O  3.3228  14.1077  14.1977  -0.0013  -0.0002  -0.0013
O  16.4757  9.317  12.2534  -0.0003  0.0008  -0.0012
O  5.6697  16.1092  17.9104  0.0017  -0.0019  -0.0001
O  4.698  12.6058  12.5787  -0.001  0.0005  0.0003
O  9.3352  12.2285  13.8694  -0.0013  0.0066  0.0067
O  3.4884  8.1677  10.3327  0.0006  0.0015  0.0013
O  2.4529  7.4714  18.9255  0.0023  0.001  0.0005
O  3.6721  4.7915  16.1958  -0.002  -0.0017  -0.0023
O  3.5164  9.7574  16.8297  -0.0019  -0.0012  -0.0003
O  1.1967  10.3109  15.9908  -0.0021  -0.0012  -0.0013
O  3.2235  2.169  9.6557  0.0054  -0.0011  -0.002
O  13.5746  16.3871  14.1599  -0.0005  0.0016  -0.0021
O  8.3291  2.9883  21.0083  -0.0218  0.008  0.0005
O  7.0361  -10.0163  15.3613  0.0032  0.0012  -0.0009
O  -3.1815  20.6557  15.2533  -0.0023  -0.0008  0.0011
O  5.7626  4.015  13.0755  -0.0003  -0.0034  -0.0044
O  0.8698  3.3893  10.2889  -0.0036  0.0021  0.0036
O  6.2144  9.4399  20.7822  0.0149  0.0083  0.0353
O  6.5764  4.8154  20.5563  0.0044  -0.0089  0.0018
O  11.2979  5.3918  11.4918  -0.0003  0.0006  -0.0004
O  9.0612  19.2318  17.3815  0.001  0.0029  -0.0025
O  4.9356  8.3795  18.5184  -0.0033  0.001  0.0031
O  3.3939  11.4551  14.7399  -0.0013  0.0041  -0.0077
O  3.0858  7.5371  12.9379  0.0005  0.0027  -0.003
O  11.6222  12.823  17.5573  -0.0019  0.0023  0.0008
O  0.4868  -3.563  12.9113  -0.0017  0.0011  -0.0033
O  11.6472  14.4421  20.52  0.0007  0.001  -0.0031

Results
free energy: -146404.487 eV
free energy less fixed offsets of O -568.88, Si -635.61 eV per atom: 2.753 eV

The program warned: the cutoff lies below the one the program advises for these potential files; the exchange-correlation potential is rough where the density is thin.
